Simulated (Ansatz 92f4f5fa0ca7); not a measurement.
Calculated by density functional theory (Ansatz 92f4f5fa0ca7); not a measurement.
Periodic cell of 189 atoms, Si117O72, from a study of silicon, its oxide and their interface. The atomic structure is a simulated model.

Settings: functional PBE; potential files Ansatz PAW; basis plane waves; wave-function cutoff 700 eV; density cutoff ratio 5; exchange-correlation grid ratio 2; k mesh 2 x 2 x 1, shifted by 0.5 0.5 0.5 of a step; self-consistency stop 5e-08 eV per atom in the density residual; occupations Fermi-Dirac, 0.05 eV; spin none; net charge 0.

Cell vectors (angstrom)
a	11.5983	0	0
b	0	11.5983	0
c	-2.8817	-5.1022	27.0316

Atoms and the computed forces on them: element, x, y, z (angstrom), force x, y, z (eV/angstrom)
Si	2.8633	-2.9305	0.4345	0.0392	0.1702	-0.4582
Si	2.8585	0.0869	0.8533	-0.0699	-0.0766	-0.724
Si	3.0287	3.0786	0.0956	-0.0237	-0.2113	-0.1798
Si	6.4901	8.6608	0.2992	-0.0568	0.2342	-0.3619
Si	6.6823	0.0897	0.8209	0.1373	-0.0436	-0.7292
Si	6.6001	3.121	0.1836	0.0562	-0.2324	-0.3115
Si	10.6703	8.5084	0.0837	0.0195	0.1803	-0.2182
Si	10.618	0.0133	0.6795	-0.0737	-0.0198	-0.5837
Si	10.6623	3.1226	0.1093	-0.0032	-0.2151	-0.2672
Si	4.7508	8.0404	1.7733	-0.1015	0.0554	-0.1328
Si	4.7859	0.0887	2.1339	-0.0674	-0.0199	-0.0814
Si	4.7884	3.756	1.6034	-0.012	-0.0166	-0.1697
Si	8.614	7.9357	1.306	-0.0404	0.2053	-0.1395
Si	8.6836	0.0506	1.9823	-0.0015	0.0565	-0.1185
Si	8.6625	3.7568	1.3371	-0.1298	-0.1195	-0.1325
Si	12.4781	7.9684	1.5365	0.1802	0.0743	-0.0815
Si	12.4855	0.0696	2.0539	0.0734	-0.0161	-0.1593
Si	12.5979	3.7699	1.3563	0.1629	-0.1155	-0.1678
Si	4.7735	-1.8701	3.3468	0.0004	-0.155	0.3368
Si	4.7875	2.0918	3.2525	0.0343	0.2211	0.3376
Si	4.778	5.8709	2.8301	0.0161	-0.0505	-0.1214
Si	8.6495	-1.9913	3.0819	-0.0033	-0.1983	0.0734
Si	8.6715	2.0987	3.0867	0.0086	0.1376	0.1677
Si	8.6343	5.861	2.6322	0.083	-0.0444	-0.0626
Si	12.4967	-1.942	3.1902	-0.0475	-0.147	0.2968
Si	12.5416	2.1215	3.1069	-0.0195	0.2493	0.2114
Si	12.5475	5.8419	2.6982	-0.1043	-0.0294	-0.0656
Si	2.7981	-1.9158	4.5806	0.0465	-0.0784	-0.0305
Si	2.8238	2.0844	4.532	-0.0337	0.0485	-0.0503
Si	2.8295	5.8653	4.1991	0.013	-0.0247	-0.0637
Si	6.7789	-1.9181	4.5394	0.0492	-0.0805	-0.0107
Si	6.7706	2.087	4.512	-0.0247	0.0675	-0.0283
Si	6.7547	5.8676	4.1732	0.0104	0.0043	-0.0596
Si	10.5483	-1.9405	4.493	-0.0329	-0.094	0.0065
Si	10.6009	2.1024	4.4554	0.0061	0.1432	0.0059
Si	10.5775	5.8573	4.1097	-0.0173	0.0074	-0.094
Si	2.8298	7.6562	5.7694	0.0005	0.0175	0.0952
Si	2.8218	0.0888	5.7892	-0.0389	0.0623	0.0793
Si	2.8405	4.0836	5.7698	-0.0041	0.0274	0.0605
Si	6.7428	7.6636	5.7582	-0.0174	-0.0005	0.0647
Si	6.7643	0.0877	5.7821	0.0487	-0.0468	0.0087
Si	6.753	4.0873	5.7634	0.0128	-0.0286	0.0474
Si	10.5744	7.6439	5.7261	0.0197	0.0363	-0.0148
Si	10.5822	0.0873	5.7309	-0.0213	0.0025	-0.1157
Si	10.5906	4.0918	5.7317	-0.02	-0.0709	-0.0246
Si	4.7826	7.661	7.1303	0.0326	0.0136	-0.0872
Si	4.7889	0.0716	7.0778	-0.0377	-0.0108	-0.0422
Si	4.7926	4.0887	7.1325	-0.0396	-0.0482	-0.0708
Si	8.6695	7.6557	7.1495	-0.0121	-0.004	-0.0335
Si	8.6911	0.1172	7.1196	0.0006	0.0552	0.0036
Si	8.683	4.0871	7.1501	-0.0133	0.0077	-0.0344
Si	12.4939	7.6536	7.1407	0.0179	0.0143	0.0088
Si	12.4884	0.0427	7.1097	0.0306	-0.0047	0.0276
Si	12.5103	4.0943	7.1461	0.0275	-0.0076	-0.018
Si	4.7237	-1.9238	8.3493	-0.002	-0.0851	0.0396
Si	4.8236	2.0634	8.3366	0.0323	0.0875	0.0317
Si	4.7827	5.8798	8.7221	-0.0089	0.0117	0.0815
Si	8.6841	-1.8997	8.3314	0.0273	-0.0983	0.0391
Si	8.687	2.1036	8.4178	-0.0179	0.0583	0.035
Si	8.6808	5.8643	8.7433	-0.0008	0.0279	0.0557
Si	12.4991	-1.9559	8.4073	-0.008	-0.0652	0.0408
Si	12.5315	2.0528	8.3193	-0.0633	0.1028	0.0211
Si	12.5071	5.8884	8.7465	-0.0235	-0.0252	0.0832
Si	2.8233	-2.0269	9.791	0.0054	-0.2471	-0.1227
Si	2.874	1.9756	9.6292	-0.0008	0.0361	-0.251
Si	2.8481	5.8618	10.1813	0.0018	-0.0197	0.1113
Si	6.7059	-1.8295	9.5805	0.0046	-0.1034	-0.3054
Si	6.721	2.154	9.739	-0.0522	0.286	-0.1511
Si	6.725	5.8916	10.1383	-0.0094	0.0341	0.102
Si	10.5635	-1.9464	9.7545	-0.024	-0.2406	-0.1492
Si	10.6608	2.1124	9.7141	0.0846	0.1813	-0.2223
Si	10.5943	5.8903	10.2222	0.0174	0.0531	0.0561
Si	2.7601	7.912	11.5903	0.0664	0.1741	0.0627
Si	2.8615	0.0061	10.8819	-0.042	0.1168	0.2023
Si	2.9101	3.6515	11.23	-0.0225	0.0456	0.1079
Si	6.6773	8.0994	11.1743	0.0052	-0.0189	0.2431
Si	6.7031	0.1228	10.8249	0.0554	-0.1063	0.2026
Si	6.7413	3.8295	11.4781	-0.0398	-0.1766	0.1174
Si	10.481	8.0053	11.5011	-0.1689	0.0949	0.1872
Si	10.6325	0.097	10.8282	-0.0209	0.0027	0.2347
Si	10.7248	3.7608	11.4155	0.0441	-0.1026	0.2504
Si	4.8481	8.5809	12.6191	0.1097	0.1646	0.2563
Si	4.8044	0.0443	12.1705	-0.0214	-0.0666	0.5639
Si	4.7337	3.1114	12.6649	-0.0737	-0.1584	0.373
Si	8.4428	8.7976	12.6481	0.0347	0.0591	0.3072
Si	8.6731	0.1716	12.0562	0.047	0.1135	0.5135
Si	8.7675	3.1636	12.6209	0.0221	-0.3522	0.2228
Si	0.7351	8.5761	12.9154	0.0481	0.2489	0.1377
Si	0.9236	0.0141	12.186	-0.0054	-0.0186	0.4643
Si	1.1278	3.048	12.6803	0.0487	-0.1154	0.3874
Si	2.9809	3.8178	15.0432	-0.0744	0.1015	0.2723
Si	6.7438	7.3059	14.5754	0.0561	-0.0233	0.2008
Si	2.9827	0.8414	20.0142	0.0026	0.1274	-0.0023
Si	8.7899	5.3432	14.6404	-0.0371	-0.0211	0.3618
Si	-1.8363	-3.6625	18.0885	0.0836	-0.1525	0.2573
Si	0.8938	-4.4316	19.2233	-0.0076	-0.1268	-0.0334
Si	7.9752	-6.125	22.8879	-0.0359	0.1498	-0.1117
Si	5.7063	-5.5541	21.1176	-0.0142	-0.0273	-0.1747
Si	1.2179	-4.2077	22.1663	-0.0776	-0.1699	-0.1009
Si	5.5951	4.3585	18.6768	0.003	0.1137	0.0279
Si	4.79	2.9511	23.2279	-0.1124	0.0947	-0.2004
Si	5.9706	-4.1476	23.4686	-0.0261	-0.1201	-0.136
Si	2.452	1.1888	23.0214	0.148	0.1164	-0.2373
Si	8.0972	0.3944	22.0163	0.0239	0.0103	-0.0526
Si	1.4406	-1.8383	20.3869	-0.0746	-0.0984	-0.0266
Si	2.801	2.99	17.7574	-0.1065	0.1559	0.0577
Si	1.5705	-6.2028	16.9507	0.0421	-0.0522	0.2815
Si	3.6289	-5.7977	23.1276	-0.018	0.0772	-0.1853
Si	9.8386	-3.7148	22.6771	0.0912	-0.1023	-0.2741
Si	1.591	2.2541	25.4278	0.0794	-0.0676	-0.2932
Si	7.5416	6.1344	17.1193	0.0151	-0.0652	0.1732
Si	7.7666	-1.9219	24.1464	-0.0584	-0.286	-0.5348
Si	5.7482	2	20.5166	-0.0469	0.0443	-0.0107
Si	7.8642	2.7261	24.0814	-0.0976	0.1409	-0.5275
Si	9.9752	-1.5753	20.3693	0.0016	-0.1473	0.0492
Si	1.9439	-0.6944	25.1722	0.0274	0.2704	-0.1217
Si	-0.5481	7.102	15.3834	-0.0855	-0.1313	0.3417
O	2.8518	-1.3174	-0.0521	0.0233	-0.2292	0.5918
O	8.1277	2.5829	25.6894	-0.0364	0.181	0.4496
O	2.8881	1.4232	-0.1469	0.0217	0.3263	0.4239
O	1.462	2.2442	23.7861	0.018	-0.0104	0.2877
O	5.0487	2.9803	21.6161	-0.0031	0.0165	0.1494
O	3.3353	-1.3869	25.6946	0.0622	0.0211	0.3161
O	6.6233	1.4667	-0.1251	0.0575	0.2659	0.4311
O	9.0552	-2.9119	23.8646	-0.1456	0.1579	0.2059
O	2.9791	2.9823	25.9062	0.0295	-0.0154	0.1709
O	8.545	4.1132	23.5417	-0.0212	-0.1938	0.1632
O	3.0759	7.9645	-1.0538	0.0135	-0.06	0.2272
O	9.1651	-0.2443	20.9235	-0.0347	0.0475	0.0126
O	2.1101	-5.197	23.1261	0.0239	0.0288	-0.0146
O	3.4841	3.5418	-1.4623	-0.0802	-0.012	0.2812
O	1.4368	3.9201	17.6836	0.0691	0.035	-0.0566
O	5.2787	7.7057	13.9887	-0.1949	0.0966	-0.2796
O	1.0156	-5.0151	20.7477	0.0012	0.0842	0.0178
O	4.3169	3.8694	14.1057	0.2471	-0.1881	-0.3481
O	4.818	10.2189	13.0864	-0.0073	-0.264	-0.48
O	8.7117	5.3721	16.2659	-0.0168	0.0314	-0.2206
O	3.1189	2.6117	16.1816	0.0253	0.1442	-0.2264
O	7.9125	8.3777	14.1751	0.076	0.0605	-0.2531
O	8.696	10.4143	13.0044	-0.0553	-0.3916	-0.4137
O	6.651	7.1606	16.1972	0.0085	0.0607	-0.216
O	8.6669	1.536	13.0206	0.0202	0.307	-0.5092
O	6.5744	4.8621	17.4812	0.0028	0.0158	0.007
O	8.3402	7.0835	18.2117	-0.0081	0.0181	-0.1147
O	0.9704	1.4181	13.0949	-0.0306	0.3178	-0.448
O	4.8053	1.4627	13.0815	-0.0132	0.3195	-0.4484
O	0.4835	7.9848	14.4629	0.0765	0.1059	-0.3708
O	0.8653	10.2406	13.1512	0.0187	-0.2665	-0.3424
O	1.6093	3.7033	14.1406	-0.1788	-0.1647	-0.3169
O	2.3262	1.403	21.4133	-0.0291	-0.0472	0.1047
O	9.225	-5.2026	22.4171	-0.0572	0.0156	0.0575
O	6.9576	-6.497	21.6447	0.0455	0.0075	0.0835
O	1.3707	-2.8781	19.1376	0.0209	0.0677	0.0448
O	-1.552	6.3491	14.3055	0.039	0.0299	-0.1152
O	2.0899	-0.3258	23.5607	-0.0473	-0.1701	0.313
O	-1.3542	8.0331	16.5028	0.0984	-0.0476	-0.286
O	7.0674	-5.2707	23.9491	0.0196	0.0114	0.1454
O	2.8066	5.2425	15.8733	0.0501	-0.1017	-0.1216
O	7.6005	-0.8413	22.9454	0.0048	-0.0373	0.1451
O	6.9443	1.0842	21.1038	0.0545	-0.0274	0.0251
O	9.6411	-2.8537	21.3158	-0.0107	0.0195	0.0255
O	7.3643	5.8777	13.9892	-0.0201	0.0093	0.0224
O	-1.9555	-2.1779	18.845	0.0057	0.022	-0.0452
O	7.9085	-1.2633	25.6269	-0.0223	-0.0711	0.4919
O	10.913	-4.5578	18.8384	-0.1077	0.0843	-0.0411
O	8.9982	3.832	14.1193	-0.0171	0.0882	-0.2339
O	4.1738	-5.8653	21.5909	-0.0073	-0.0097	0.1166
O	3.9762	1.5629	23.5188	-0.0979	-0.093	0.022
O	5.5931	-5.8286	19.5344	0.0089	-0.0877	-0.0199
O	6.6342	10.2921	-0.1014	0.0116	-0.2601	0.466
O	6.285	3.0335	19.366	-0.0257	-0.0413	-0.0148
O	10.6501	1.4508	-0.2041	-0.0258	0.2905	0.292
O	6.228	2.8399	23.9674	0.0939	-0.0275	0.1273
O	6.0307	-4.0732	21.7928	-0.0293	-0.0935	0.1712
O	3.913	4.2776	23.6714	0.0925	-0.0942	0.0362
O	8.5249	1.5435	23.1349	-0.011	0.0361	0.1249
O	6.3355	-2.728	24.1222	0.0966	0.1083	0.1066
O	2.4705	1.715	18.7238	0.0426	-0.0309	-0.0253
O	11.5528	-1.1553	20.5296	0.0488	0.0217	0.0081
O	4.506	-4.6801	23.9445	0.0872	0.0608	0.1297
O	1.8837	-5.1751	18.1718	-0.0514	-0.0212	-0.0976
O	1.7419	0.7198	25.9734	0.0106	-0.0304	0.0541
O	0.244	5.9069	16.1713	-0.0875	0.1139	-0.1587
O	4.61	0.9473	20.0007	-0.0444	-0.0522	-0.0214
O	10.6561	-1.4221	-0.2197	-0.0211	-0.1578	0.2852
O	2.5395	-0.7209	19.9695	0.0519	0.001	-0.0148
O	1.8435	-2.7312	21.7292	-0.0335	0.0633	0.0171
O	4.0698	3.8937	18.3094	0.0528	-0.042	-0.0513
O	11.4259	-3.927	22.9805	0.0313	0.0557	0.0391

Results
free energy: -115334.304 eV
free energy less fixed offsets of O -569.03, Si -635.61 eV per atom: 2.226 eV
pressure: -0.71 GPa
stress xx, yy, zz, yz, xz, xy (GPa, positive in tension): 0.16, 1.6, 0.38, -0.11, 0, -0.15

The program warned: the cutoff lies below the one the program advises for these potential files.
